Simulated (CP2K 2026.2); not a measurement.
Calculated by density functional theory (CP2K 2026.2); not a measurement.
Periodic cell of 506 atoms, Si360O146, from a study of silicon, its oxide and their interface. The atomic structure is a simulated model.
Doubt: the forces sum to 1.38 eV/angstrom along one axis rather than to zero, so they err by at least 0.0027 eV/angstrom per atom on average; the grid cutoff is modest.

Settings: functional PBE; method Gaussian and plane waves; basis set DZVP-MOLOPT-SR-GTH; pseudopotentials GTH-PBE; grid cutoff 300 Ry, relative cutoff 40 Ry; k points Gamma only; occupations fixed; spin none; net charge 0.

Cell vectors (angstrom)
a	16.32	0	0
b	0	16.32	0
c	-0.4874	6.8571	34.011

Atoms and the computed forces on them: element, x, y, z (angstrom), force x, y, z (eV/angstrom)
Si	-1.72	-0.939	0.2	-0.237	0.178	0.565
Si	1.144	1.691	0.181	0.046	-0.174	0.725
Si	-0.004	5.535	1.37	0.02	0.003	0.023
Si	0.912	7.292	0.035	-0.04	-0.042	-0.059
Si	-0.825	-7.316	-0.026	0.052	-0.231	0.546
Si	1.503	-4.209	0.112	-0.099	0.087	0.695
Si	4.311	-1.596	0.214	-0.128	0.077	0.754
Si	6.182	1.62	-0.014	0.036	0.254	0.406
Si	4.553	3.467	0.126	0.051	-0.019	0.003
Si	7.259	6.242	0.097	0.121	-0.166	0.619
Si	3.681	9.888	0.035	0.199	-0.073	0.755
Si	-9.7	-3.717	0.077	0.09	-0.207	0.68
Si	-6.248	-1.803	0.282	-0.018	0.009	0.01
Si	-3.443	0.81	0.141	0.091	-0.249	0.671
Si	-7.329	4.557	0.004	-0.128	0.11	0.666
Si	-5.931	7.816	-4.425	0.024	-0.054	0.125
Si	-6.413	-7.226	0.151	0.253	-0.12	0.552
Si	-4.601	-3.544	0.148	-0.098	0.08	0.606
Si	-0.008	0.064	1.448	-0.035	-0.015	-0.056
Si	2.77	2.735	1.486	-0.036	-0.016	-0.026
Si	-1.122	3.87	0.13	-0.373	0.399	0.104
Si	2.637	8.224	1.336	0.056	-0.003	-0.041
Si	-0.014	-5.522	1.324	-0.007	0.002	-0.035
Si	2.721	-2.746	1.471	-0.016	-0.038	-0.02
Si	5.395	0.021	1.506	-0.02	-0.011	0.014
Si	-8.255	2.674	1.145	-0.042	-0.009	-0.067
Si	5.494	5.285	1.331	-0.013	0.055	-0.065
Si	-8.15	8.057	1.348	-0.036	-0.027	-0.051
Si	5.428	10.928	1.273	-0.051	0.016	-0.068
Si	-8.098	-2.685	1.439	-0.029	0.009	-0.042
Si	-5.266	-0.034	1.419	0.052	0.048	-0.035
Si	-2.679	2.665	1.391	-0.016	-0.022	-0.031
Si	-5.544	5.51	1.256	-0.004	-0.059	-0.062
Si	-2.737	8.2	1.227	0.001	-0.033	-0.007
Si	-5.452	-5.415	1.352	-0.015	0.012	-0.009
Si	-2.774	-2.68	1.384	0.028	0.034	-0.061
Si	-1.322	1.41	2.851	-0.042	-0.021	0.032
Si	1.417	4.204	2.733	-0.036	-0.035	0.011
Si	-1.467	6.804	2.695	0.009	0.014	-0.029
Si	1.335	9.533	2.788	0.031	-0.01	0.004
Si	-1.386	-4.114	2.647	0.007	0.014	0
Si	1.346	-1.35	2.753	0.033	0.019	0.009
Si	4.003	1.307	2.872	0.002	0.008	-0.023
Si	6.825	3.977	2.743	0.016	-0.011	-0.018
Si	4.08	6.772	2.573	-0.007	0.012	0.008
Si	6.772	9.495	2.607	0.024	0.038	0.001
Si	4.117	12.219	2.777	-0.007	-0.017	0.029
Si	-9.448	-1.294	2.776	-0.042	-0.038	-0.004
Si	-6.794	1.376	2.558	-0.046	-0.001	-0.033
Si	-4.135	4.102	2.582	0.059	0.032	0.013
Si	-6.807	6.778	2.791	-0.007	-0.042	-0.03
Si	-3.996	-6.719	2.682	-0.023	-0.025	-0.055
Si	-6.848	-4.15	2.779	0.034	0.037	-0.045
Si	-4.029	-1.366	2.882	-0.008	0.005	-0.007
Si	-2.675	0.019	4.184	0.026	-0.007	0.018
Si	0.06	2.804	4.108	0.004	-0.011	-0.001
Si	-2.785	5.419	4.035	-0.008	-0.017	0.021
Si	-0.062	8.152	4.073	0.012	0.009	-0.029
Si	-2.701	-5.409	4.104	0.01	0.017	0.031
Si	-0.024	-2.751	4.044	-0.007	-0.01	-0.006
Si	2.665	-0.043	4.189	0.003	-0.009	0.022
Si	5.434	2.686	4.131	0.015	0.017	-0.029
Si	2.769	5.51	4.086	-0.015	0.022	0.015
Si	5.422	8.134	3.977	0.009	-0.007	0.02
Si	2.731	10.872	4.123	0.016	0.021	-0.005
Si	5.479	-2.7	4.092	-0.026	-0.012	-0.018
Si	-8.09	0.067	4.074	0.017	0.005	0.017
Si	-5.473	2.74	3.977	0.008	-0.016	0.019
Si	-8.162	5.385	4.098	0.003	-0.021	0.043
Si	-5.396	8.195	4.035	0.012	-0.001	-0.029
Si	-8.215	-5.508	4.076	-0.021	-0.017	0.014
Si	-5.462	-2.755	4.12	0.004	0.004	-0.01
Si	-1.329	-1.387	5.474	-0.006	0.01	0.008
Si	1.349	1.389	5.488	-0.013	0.001	0.001
Si	-1.38	4.111	5.424	-0.004	0.026	0.003
Si	1.348	6.826	5.427	0.003	-0.01	0.011
Si	-1.363	9.529	5.456	-0.022	-0.01	0.014
Si	1.353	12.244	5.44	-0.012	0.011	-0.004
Si	4.091	-1.385	5.477	0.013	0	0.007
Si	6.828	1.358	5.465	0.023	-0.011	0.008
Si	4.093	4.101	5.445	-0.007	0.03	0.025
Si	-9.541	6.789	5.39	-0.025	0.005	0.003
Si	4.094	9.479	5.418	0.006	-0.022	-0.006
Si	-9.522	12.221	5.441	0.013	0.002	0.007
Si	-6.793	-1.347	5.446	0.003	0.016	0.017
Si	-4.111	1.398	5.415	-0.025	0.016	-0.014
Si	-6.785	4.055	5.437	0.009	-0.002	0.004
Si	-4.09	6.807	5.418	0.005	-0.018	-0.007
Si	-6.797	-6.821	5.417	0.008	-0.003	0.005
Si	-4.081	-4.084	5.469	0.003	0.011	0.016
Si	0.001	0.002	6.827	0.01	-0.006	0.009
Si	2.735	2.739	6.814	-0.003	-0.011	0.009
Si	-0.007	5.458	6.788	0.004	0	0
Si	2.717	8.162	6.798	-0.012	0.011	0.001
Si	0.005	10.883	6.81	0.01	0.001	0.008
Si	2.715	-2.735	6.818	0.001	-0.003	0.007
Si	5.459	-0.01	6.811	-0.006	0.007	0.003
Si	-8.144	2.721	6.819	-0.01	0.011	0.007
Si	-10.875	5.456	6.802	0.004	-0.012	0.012
Si	-8.166	8.137	6.766	0.019	-0.025	0.005
Si	-10.885	10.857	6.79	-0.01	-0.003	-0.008
Si	8.158	-2.722	6.791	-0.003	-0.007	0.004
Si	-5.435	0.017	6.8	-0.001	-0.005	0.001
Si	-2.735	2.739	6.784	0.006	-0.003	0.001
Si	-5.44	5.442	6.786	-0.011	-0.005	0.006
Si	-2.728	8.154	6.794	0.004	0.006	0.003
Si	-5.452	-5.455	6.798	0.01	0.009	0.005
Si	-2.717	-2.724	6.822	-0.004	0.007	0.006
Si	-1.332	1.371	13.593	-0.017	0.003	-0.009
Si	1.38	4.094	13.599	-0.005	0.002	-0.003
Si	-1.353	6.793	13.594	0	0.003	-0.007
Si	1.378	9.512	13.608	-0.017	0.003	-0.007
Si	-1.36	-4.066	13.593	-0.014	0.002	-0.014
Si	1.366	-1.349	13.607	0.009	-0.011	-0.008
Si	4.077	1.364	13.594	-0.013	0.002	-0.007
Si	-9.538	4.06	13.603	-0.006	0.013	-0.016
Si	4.077	6.801	13.619	0.01	-0.01	-0.008
Si	-9.527	9.516	13.631	0.003	-0.002	0.003
Si	4.084	-4.103	13.612	0.01	0.011	-0.006
Si	6.801	-1.365	13.584	-0.012	0	-0.012
Si	-6.811	1.352	13.595	0.018	-0.015	-0.001
Si	-4.066	4.103	13.606	0.001	-0.01	-0.013
Si	-6.793	6.804	13.602	0.008	-0.007	-0.009
Si	-4.085	9.516	13.572	0.005	0.008	-0.008
Si	-6.816	-4.095	13.579	-0.01	0.01	-0.008
Si	-4.084	-1.382	13.582	0.002	0.009	-0.013
Si	-2.669	-0.05	14.907	0.005	-0.014	-0.003
Si	0.013	2.756	14.958	-0.001	0.001	0.011
Si	-2.7	5.454	14.984	0.004	0.001	0.002
Si	0.018	8.139	14.95	-0.004	0.008	-0.013
Si	-2.73	-5.441	14.921	0.009	0.004	-0.021
Si	-0.017	-2.69	14.962	-0.012	0.007	0
Si	2.723	0.018	14.965	-0.006	0	-0.017
Si	5.428	2.701	14.986	0.005	-0.003	-0.016
Si	2.738	5.434	14.99	-0.019	-0.004	-0.006
Si	5.401	8.18	14.996	-0.005	0.006	0.008
Si	2.75	10.84	14.99	0.013	-0.013	0.022
Si	5.456	-2.734	14.944	0.007	0.01	-0.013
Si	-8.176	-0.008	14.959	0.003	-0.006	0
Si	-5.462	2.747	14.923	-0.011	0.025	0.004
Si	-8.163	5.423	14.931	0.014	-0.012	-0.009
Si	-5.422	8.166	14.959	-0.014	0.006	-0.019
Si	-8.161	-5.432	14.976	0.023	0.011	0.001
Si	-5.469	-2.735	14.936	-0.002	-0.008	-0.005
Si	-1.349	-1.345	16.397	0.011	0.009	-0.033
Si	1.312	1.348	16.316	-0.01	-0.007	-0.034
Si	-1.269	4.166	16.35	0.001	-0.001	0.029
Si	1.426	6.849	16.343	0.002	0.032	-0.017
Si	-1.414	-6.857	16.251	-0.014	0.021	0.008
Si	1.354	-4.084	16.247	-0.029	-0.008	-0.024
Si	4.157	-1.311	16.273	0	0.002	0.026
Si	-9.483	1.383	16.348	0.018	0.002	-0.027
Si	4.038	4.018	16.362	-0.008	0.032	0.018
Si	-9.527	6.785	16.256	-0.001	0.001	-0.004
Si	4.077	9.51	16.464	-0.005	-0.001	-0.006
Si	-9.576	-4.125	16.346	-0.021	-0.009	-0.026
Si	-6.889	-1.443	16.303	-0.003	0.002	0.025
Si	-4.05	1.343	16.143	-0.007	-0.006	-0.011
Si	-6.828	4.082	16.333	0.026	-0.039	-0.047
Si	-4.108	6.775	16.34	0.028	-0.009	-0.013
Si	-6.727	9.58	16.309	-0.022	-0.011	0.013
Si	-4.046	-4.038	16.275	-0.005	0.023	-0.028
Si	-0.015	0.06	17.78	-0.012	0.027	0.026
Si	2.629	2.642	17.728	0.007	0.011	0.073
Si	0.127	5.556	17.765	-0.034	-0.019	0.051
Si	2.717	8.137	17.854	-0.007	-0.006	0.019
Si	-0.045	-5.482	17.525	0.03	0.006	0.042
Si	2.749	-2.685	17.51	0.001	-0.056	0.046
Si	5.532	0.003	17.707	-0.013	-0.023	0.047
Si	-8.146	2.741	17.758	-0.017	0.005	0.017
Si	5.462	5.4	17.619	0.06	-0.002	0.026
Si	-8.146	8.183	17.532	0.019	-0.04	0.04
Si	5.436	10.889	17.834	0.052	0.024	0.011
Si	-8.258	-2.818	17.749	0.022	0.05	0.05
Si	-5.433	-0.017	17.432	0.018	-0.029	0.04
Si	-2.693	2.692	17.481	0.016	-0.01	0.077
Si	-5.498	5.433	17.707	0.023	0.02	0.016
Si	-2.746	-8.192	17.687	0.052	0.012	0.032
Si	-5.334	-5.363	17.683	-0.03	-0.048	0.006
Si	-2.731	-2.728	17.722	0.01	-0.011	0.002
Si	-0.629	3.363	20.288	0.087	-0.12	-0.036
Si	1.38	4.083	19.173	0.001	0.027	0.03
Si	-2.369	4.984	20.003	-0.068	0.088	0.033
Si	1.221	-6.74	19.056	-0.018	-0.024	0.034
Si	-1.363	-4.193	18.973	-0.036	-0.027	0.079
Si	1.455	-1.367	18.951	0.017	0.041	0.041
Si	4.091	1.299	19.033	-0.033	0.002	-0.005
Si	-9.535	4.118	19.115	0.026	-0.014	0.021
Si	5.954	7.678	20.275	0.182	-0.202	-0.584
Si	-9.404	9.457	19.054	-0.009	0.012	0.063
Si	3.979	-3.966	19.039	-0.011	0.013	-0.02
Si	6.767	-1.402	19.194	0.045	0.003	0.049
Si	-6.706	1.272	18.901	-0.007	-0.001	0.021
Si	-4.087	3.951	18.851	-0.047	-0.081	-0.023
Si	-6.872	6.872	18.991	-0.009	0.016	0
Si	-4.027	-6.773	19.069	0.01	0.03	0.017
Si	-6.775	-4.121	19.075	0.01	-0.013	0.037
Si	-4.167	-1.295	18.916	-0.033	-0.024	0.02
Si	-3.273	0.477	20.162	0.036	-0.034	-0.044
Si	-1.447	1.477	19.079	-0.009	0.01	0.043
Si	-1.327	6.89	19.122	0.038	0.082	-0.019
Si	-0.516	8.752	20.467	-0.196	0.081	-0.523
Si	-2.288	-5.858	20.426	0.019	0.055	0.065
Si	0.437	-3.151	20.034	0.144	-0.226	-0.56
Si	3.167	-0.476	20.339	0.004	-0.056	0.033
Si	5.1	2.995	20.333	-0.005	-0.01	0.05
Si	3.382	4.779	20.359	0.055	-0.19	-0.612
Si	4.16	6.673	19.108	-0.001	-0.007	0.075
Si	2.112	-4.871	20.16	-0.022	0	-0.028
Si	4.849	-2.251	20.425	-0.01	0.029	0.037
Si	-7.564	-0.483	20.186	0.023	-0.236	-0.516
Si	-4.964	2.189	20.174	0.008	0.046	-0.045
Si	-8.633	5.977	20.303	-0.016	0.02	0.015
Si	-5.801	-7.765	20.251	0.01	-0.02	0.052
Si	-7.547	-6.02	20.308	0.157	-0.174	-0.639
Si	0.155	-1.045	-7.266	0.043	0.007	0.046
Si	-2.835	-4.824	22.534	0.188	-0.337	-0.732
Si	-3.159	5.211	22.161	0.305	-0.168	-0.671
Si	-3.272	0.085	22.452	-0.018	0.168	-0.593
Si	0.375	-2.901	-4.832	0.028	0.039	-0.033
Si	-5.042	-2.498	22.349	-0.292	0.151	-0.689
Si	-0.562	3.923	22.578	-0.222	-0.13	-0.658
Si	-10.125	-8.13	23.307	0.029	-0.007	-0.229
Si	1.866	4.073	25.574	-0.084	-0.014	0.049
Si	-7.969	6.053	22.553	-0.315	0.009	-0.701
Si	4.38	7.888	25.822	0.072	0.013	0.026
Si	-10.097	5.588	-5.546	-0.028	0.062	0.002
Si	-8.967	-5.303	22.999	-0.016	-0.071	-0.056
Si	-3.073	7.158	26.178	-0.066	0.043	0.136
Si	2.295	-5.06	22.466	-0.126	0.065	-0.754
Si	-5.208	7.538	22.302	-0.108	0.305	-0.686
Si	-9.821	3.068	25.104	0.062	-0.024	-0.027
Si	-2.115	-7.497	-7.126	-0.002	0.082	0.093
Si	-5.903	-2.23	20.197	-0.011	-0.002	0.046
Si	-4.761	1.216	-2.675	-0.093	-0.049	0.111
Si	-1.679	4.867	-1.914	-0.055	-0.296	0.687
Si	-8.63	1.4	-4.169	-0.303	-0.552	0.262
Si	-7.128	-6.187	-2.822	-0.521	0.327	-0.006
Si	-6.799	3.497	-2.943	-0.038	0.053	0.076
Si	3.946	-6.359	-5.49	0.105	-0.002	0
Si	2.166	5.537	23.058	-0.03	-0.035	0.002
Si	-10.309	-2.48	-4.414	0.041	0.122	0.067
Si	-4.049	-3.81	-5.638	-0.098	-0.037	0.02
Si	5.396	2.731	-5.879	-0.001	0.022	0.1
Si	3.179	1.917	-3.952	0.052	0.102	0.064
Si	-10.12	-6.395	-7.417	-0.015	-0.069	-0.027
Si	-5.18	-3.756	-2.842	-0.04	0.065	0.195
Si	-7.119	3.662	24.265	0.041	0	-0.004
Si	-4.906	2.626	22.48	-0.004	-0.297	-0.588
Si	4.074	-1.522	24.678	0.023	0.04	-0.036
Si	-7.292	0.512	-6.819	-0.005	0.06	0.048
Si	-9.496	-0.131	-2.675	0.075	0.552	-0.428
Si	-8.66	-0.266	22.876	0.105	-0.017	0.013
Si	3.235	-3.436	-5.61	0.063	-0.013	0.012
Si	-5.804	2.924	-7.241	-0.038	-0.035	-0.069
Si	0.961	3.071	-5.426	0.03	0.062	-0.132
Si	-10.496	6.434	-2.699	0.071	-0.071	0.2
Si	-3.971	7.165	-2.137	-0.197	-0.005	0.603
Si	-1.163	6.911	-5.113	0.064	0.068	-0.05
Si	-4.929	-6.565	-6.557	-0.04	-0.055	0.113
Si	4.845	-6.988	-2.762	0.034	-0.023	0.12
Si	3.905	7.192	-6.626	0.096	-0.002	0.001
Si	3.658	4.275	-1.851	0.289	-0.27	0.493
Si	2.548	-0.111	-1.933	-0.043	-0.003	0.127
Si	-1.787	-7.233	-2.987	0.032	0.032	-0.01
Si	-3.724	1.751	-5.382	0.055	0.02	-0.049
Si	1.618	6.098	-4.937	-0.038	0.131	0.056
Si	0.657	1.692	24.107	0.043	0.05	-0.02
Si	-1.375	-5.252	-5.353	-0.078	-0.086	0.128
Si	-5.485	5.336	26.402	-0.114	-0.013	0.065
Si	-0.967	-0.723	24.354	0.005	0.042	-0.125
Si	-9.083	-4.865	-2.761	0.503	-0.269	-0.088
Si	-4.182	-6.904	24.507	-0.02	-0.012	0.022
Si	-10.882	1.881	22.43	0.126	0.274	-0.587
Si	-0.13	-3.269	22.997	-0.021	0.003	-0.199
Si	-7.107	5.217	-5.64	0.005	-0.058	0.137
Si	4.96	-3.393	22.515	-0.055	0.421	-0.584
Si	1.237	-7.936	26.098	-0.061	0.044	0.007
Si	-4.674	7.382	0.071	0	0.044	0.004
Si	1.229	6.103	-1.991	0.065	0.549	0.477
Si	-6.667	-1.25	-1.919	0.259	-0.119	0.566
Si	1.163	-7.813	23.158	-0.196	0.076	-0.119
Si	-7.712	-2.817	23.972	0	0.11	-0.112
Si	-7.944	-0.529	25.762	-0.033	-0.038	-0.124
Si	2.821	0.322	22.539	0.033	-0.395	-0.577
Si	-9.807	-1.216	-7.246	0.067	-0.035	0.146
Si	-1.791	3.835	-4.593	0.118	-0.017	0.07
Si	0.164	-2.16	-1.962	-0.006	0.082	0.241
Si	-1.381	1.366	8.154	-0.012	-0.03	0.006
Si	1.352	4.092	8.154	-0.013	-0.007	-0.003
Si	-1.358	6.811	8.16	0.013	0.009	0.004
Si	1.37	9.526	8.166	0.017	0.002	0.008
Si	-1.357	-4.085	8.175	-0.009	0.006	-0.007
Si	1.371	-1.356	8.175	0.01	0.026	0.001
Si	4.097	1.365	8.16	0.015	0.012	0
Si	-9.511	4.092	8.161	0.013	-0.001	0.003
Si	4.074	6.802	8.161	-0.013	-0.006	-0.008
Si	-9.513	9.505	8.141	-0.001	0.021	-0.005
Si	4.076	-4.107	8.161	-0.016	-0.018	0.011
Si	6.802	-1.377	8.169	-0.009	-0.012	0.006
Si	-6.795	1.358	8.176	-0.013	-0.002	0.001
Si	-4.08	4.094	8.158	0.008	0.02	0.001
Si	-6.812	6.788	8.147	-0.001	-0.02	0.005
Si	-4.09	-6.812	8.157	-0.012	-0.016	0.001
Si	-6.801	-4.081	8.152	0.01	0.011	0.002
Si	-4.075	-1.346	8.162	0.018	0.005	0.006
Si	-2.722	0.009	9.53	-0.004	0.007	0.004
Si	-0.005	2.722	9.507	0	0.001	-0.005
Si	-2.714	5.444	9.518	0.004	-0.003	0.002
Si	0.004	8.167	9.52	0.002	0.005	-0.001
Si	-2.721	-5.455	9.518	0.004	-0.002	-0.003
Si	0.003	-2.717	9.53	0.003	-0.006	0
Si	2.736	0.003	9.523	0.001	-0.012	0.005
Si	-10.872	2.729	9.519	0	0.003	-0.002
Si	2.714	5.444	9.518	0.005	-0.004	0.005
Si	-10.876	8.157	9.517	-0.007	-0.007	0
Si	2.725	-5.449	9.539	-0.008	0.007	0.003
Si	5.433	-2.737	9.518	0.001	0.005	0.002
Si	-8.159	-0.008	9.522	0.01	-0.004	0.004
Si	-5.437	2.73	9.525	0.005	-0.017	-0.001
Si	-8.156	5.44	9.531	-0.008	0.008	0.003
Si	-5.453	8.15	9.511	-0.001	0.005	-0.006
Si	-8.166	-5.446	9.506	0.009	-0.005	0
Si	-5.438	-2.72	9.508	-0.006	0.012	-0.005
Si	-1.357	-1.352	10.886	-0.009	0.012	0.008
Si	1.372	1.371	10.866	-0.002	-0.004	-0.005
Si	-1.359	4.076	10.878	0.01	-0.003	0.001
Si	1.357	6.8	10.879	-0.005	0.007	-0.007
Si	-1.349	9.525	10.886	-0.001	-0.005	-0.002
Si	1.364	-4.079	10.888	0.006	-0.001	0
Si	4.077	-1.374	10.885	0.004	0.008	0.002
Si	-9.526	1.353	10.874	-0.002	0.005	0.001
Si	-12.236	4.092	10.875	-0.01	-0.008	-0.003
Si	-9.521	6.799	10.886	0.007	-0.01	-0.001
Si	-12.23	9.509	10.891	0.003	0.005	0.003
Si	6.799	-4.09	10.875	-0.006	0.001	-0.003
Si	-6.791	-1.362	10.875	-0.005	-0.013	0.001
Si	-4.08	1.37	10.887	0.002	-0.006	-0.005
Si	-6.798	4.081	10.895	0.004	0.001	0.006
Si	-4.076	6.805	10.87	-0.005	0.001	-0.001
Si	-6.818	9.508	10.871	0.011	0.009	-0.001
Si	-4.087	-4.093	10.864	0.004	0.011	-0.007
Si	0.022	0.013	12.231	0.021	0.014	0.008
Si	2.73	2.733	12.233	0.023	0.023	-0.003
Si	0.003	5.434	12.236	-0.012	-0.019	-0.006
Si	2.721	8.147	12.243	-0.013	-0.02	0.007
Si	0.014	10.884	12.254	0.014	0.031	-0.003
Si	2.72	-2.731	12.258	-0.024	-0.01	-0.004
Si	5.431	-0.008	12.236	-0.011	-0.02	-0.004
Si	-8.173	2.708	12.237	-0.018	-0.024	0.009
Si	-10.881	5.445	12.25	-0.001	0.008	-0.002
Si	-8.171	8.159	12.255	-0.012	-0.002	-0.006
Si	-10.869	10.872	12.248	0.008	0.015	0.011
Si	8.163	-2.72	12.223	0.031	0.023	-0.011
Si	-5.436	0.002	12.239	0.011	0.018	-0.009
Si	-2.718	2.723	12.248	-0.017	-0.014	-0.005
Si	-5.427	5.453	12.24	0.027	0.015	0
Si	-2.709	8.159	12.232	0.012	0.018	-0.002
Si	-5.456	-5.453	12.219	-0.022	-0.023	-0.003
Si	-2.728	-2.734	12.219	-0.014	-0.027	0.005
O	-8.223	0.234	24.348	-0.003	0.498	0.04
O	-9.55	-6.652	23.656	-0.177	0.092	0.684
O	0.525	-7.715	24.651	-0.289	0.089	0.194
O	-4.273	-1.147	22.833	-0.11	0.038	0.449
O	-5.022	-5.029	-6.07	-0.268	0.051	-0.119
O	0.01	-2.611	21.528	-0.101	0.419	0.071
O	5.116	-2.419	23.819	0.343	-0.125	0.377
O	-8.921	7.105	23.35	0.046	0.029	0.418
O	-10.279	4.52	25.615	-0.063	0.149	-0.4
O	-1.707	6.32	26.083	-0.03	-0.085	-0.333
O	3.142	-5.027	-5.873	-0.274	-0.044	-0.432
O	-7.869	-5.681	21.88	0.431	0.145	0.152
O	-6.295	-2.576	-2.795	-0.478	0.076	-0.619
O	-0.321	-2.69	-3.397	-0.448	-0.027	-0.074
O	-0.523	2.67	23.599	-0.424	-0.191	-0.109
O	1.322	-1.084	-2.269	-0.303	-0.07	-0.298
O	3.262	5.131	21.957	0.299	0.201	0.221
O	-10.115	0.819	-1.481	-0.312	-0.14	0.069
O	-3.782	1.223	-1.401	0.219	0.273	-0.305
O	-10.352	-5.855	-2.654	-0.148	-0.092	0.194
O	1.091	-4.287	23.248	0.091	-0.123	0.369
O	3.318	0.488	-3.219	0.316	-0.324	-0.274
O	-3.262	-7.737	-2.547	-0.16	0.311	0.096
O	-1.128	-6.431	-6.422	0.584	-0.082	-0.229
O	-10.062	0.441	22.454	-0.198	-0.227	-0.093
O	-7.99	4.624	23.299	-0.24	-0.333	-0.017
O	-4.255	4.107	22.639	-0.076	0.219	0.387
O	-8.246	-0.952	-2.045	0.054	-0.302	0.173
O	-6.99	-6.774	-1.313	-0.072	-0.102	0.036
O	3.801	-6.536	-3.895	-0.659	0.292	0.136
O	0.365	6.834	-5.652	0.019	0.369	-0.204
O	2.232	-6.611	22.942	0.124	-0.232	0.216
O	3.015	-0.862	23.646	-0.344	-0.088	0.393
O	-8.636	5.317	-6.174	0.115	-0.282	-0.452
O	-3.354	-5.77	23.731	0.195	0.02	0.402
O	1.639	2.013	-4.418	-0.506	-0.483	0.026
O	-6.185	-2.843	23.446	0.131	-0.248	0.357
O	-6.982	4.361	-1.592	0.162	0.277	-0.329
O	4.154	-7.189	-1.325	0.058	-0.358	-0.123
O	-1.514	-4.085	23.102	0.027	0.014	0.531
O	-1.795	-0.206	23.059	0.351	0.006	-0.443
O	2.141	4.808	-1.594	-0.265	-0.272	0.234
O	0.776	4.813	22.707	0.007	0.252	-0.353
O	2.932	6.202	-5.839	0.125	-0.483	0.045
O	-8.935	-4.174	-1.287	0.185	0.233	0.065
O	-0.295	5.638	-2.289	-0.128	-0.025	-0.006
O	-1.818	3.649	-2.984	-0.127	-0.527	0.083
O	-1.807	-5.91	-3.924	-0.254	0.278	0.219
O	-6.264	2.62	23.372	-0.17	-0.323	0.251
O	3.648	3.147	-3.013	0.338	-0.12	-0.01
O	-2.794	0.833	-6.321	0.209	-0.359	0.169
O	-5.875	-5.189	-3.091	0.361	-0.055	-0.175
O	-10.861	-2.63	-0.34	-0.148	0.241	-0.637
O	-6.137	4.493	25.212	0.03	-0.021	-0.089
O	-5.191	-6.294	25.616	0.106	0.518	-0.163
O	1.988	-2.892	-4.746	0.135	0.347	0.556
O	-5.13	-7.658	23.45	-0.447	0.06	0.16
O	-3.148	3.242	-5.188	-0.392	0.281	0.004
O	4.56	-3.072	-4.781	-0.15	-0.018	0.024
O	-7.786	-2.108	25.426	-0.078	-0.527	0.314
O	-3.094	-7.895	25.176	0.649	0.172	0.012
O	1.978	7.127	23.022	0.306	0.011	-0.01
O	4.516	5.579	-2.307	-0.19	0.221	-0.012
O	-2.035	-1.114	25.476	-0.042	-0.443	0.031
O	-6.066	-0.53	-6.927	0.078	-0.038	0.437
O	-9.469	6.556	-1.465	0.058	0.227	-0.249
O	-3.81	6.69	22.372	0.385	0.23	0.287
O	2.62	-5.273	-0.467	0.257	0.231	-0.201
O	0.765	-3.389	-1.091	-0.472	-0.191	-0.146
O	-2.915	5.916	-2.122	-0.149	-0.014	0.089
O	-8.266	-4.328	24.086	0.211	-0.164	0.578
O	0.384	4.697	25.813	-0.38	-0.305	-0.206
O	-7.044	-7.49	-3.8	-0.199	0.045	-0.305
O	-9.659	-1.875	-5.772	0.448	-0.076	-0.027
O	0.027	2.764	-0.345	-0.192	-0.169	-0.528
O	-2.524	-4.255	-5.884	0.004	0.053	-0.506
O	3.368	-7.646	-6.258	-0.664	0.219	-0.181
O	-0.023	-4.39	-5.309	0.41	-0.35	-0.189
O	-5.4	2.695	-2.839	0.304	0.323	0.38
O	-1.687	5.414	-4.865	-0.184	0.115	-0.135
O	-9.799	5.731	-3.963	0.153	-0.311	-0.031
O	1.802	6.674	-3.421	0.115	0.285	-0.077
O	-10.88	6.88	-6.156	0.25	0.508	-0.189
O	-0.123	-1.726	-5.827	-0.079	0.34	0.375
O	-7.507	-7.558	26.372	-0.544	0.161	-0.206
O	-7.6	0.143	21.727	0.39	0.305	0.235
O	3.639	-0.925	-1.094	0.155	-0.319	-0.203
O	3.919	1.484	22.826	-0.116	0.404	0.338
O	2.651	5.003	24.505	0.389	0.424	-0.014
O	-10.749	8.166	21.807	-0.353	0.291	0.078
O	-3.893	0.937	-4.003	0.208	-0.629	0.001
O	0.002	0.452	24.902	0.152	0.02	0.586
O	1.456	2.805	-6.948	0.105	0.299	-0.297
O	1.944	1.154	-1.131	0.005	0.166	-0.165
O	1.353	4.518	-4.858	0.028	-0.02	0.15
O	-5.137	6.995	-3.264	-0.049	-0.545	-0.093
O	-6.588	6.733	-5.425	-0.13	0.105	-0.45
O	-1.119	7.865	-3.806	0.221	-0.432	0.118
O	5.155	-0.349	-7.385	-0.424	-0.247	0.266
O	-10.299	2.855	23.575	-0.231	0.325	0.004
O	2.799	8.156	25.781	0.057	0.166	-0.407
O	5.024	7.814	24.345	-0.446	-0.245	-0.24
O	-10.46	-1.286	-3.314	-0.515	-0.14	0.108
O	-4.321	-3.788	-1.464	0.335	-0.266	-0.165
O	-10.818	-6.281	-5.962	0.596	0.048	0.13
O	3.219	-2.758	-7.079	0.178	0.131	-0.101
O	-1.11	-1.477	-1.235	-0.133	-0.006	-0.478
O	-10.481	1.971	26.067	-0.222	0.206	0.109
O	-6.301	4.383	-6.768	0.069	0.303	-0.372
O	-0.993	-6.896	-1.616	0.378	0.438	-0.249
O	-0.638	2.969	-5.318	-0.178	-0.325	-0.445
O	-5.869	0.054	-2.481	0.018	0.073	0.112
O	1.138	0.233	-7.139	0.139	-0.001	0.287
O	-9.068	6.665	26.528	-0.01	0.162	-0.422
O	-7.568	0.789	-5.238	0.496	-0.307	0.12
O	-8.211	2.916	25.19	0.138	-0.423	0.601
O	-6.897	4.448	-4.232	-0.047	0.137	0.014
O	-4.197	-3.47	-4.072	0.319	0.584	-0.054
O	-10.138	-4.435	22.304	0.132	-0.061	-0.359
O	-3.9	1.47	23.073	0.281	0.09	0.488
O	-3.556	-6.828	-7.351	0.153	0.136	-0.386
O	-4.295	6.2	25.75	0.224	-0.176	-0.371
O	4.864	-0.369	25.493	0.218	-0.02	-0.189
O	1.675	2.553	25.029	0.242	-0.322	0.195
O	-10.876	7.912	-3.196	0.162	-0.019	-0.306
O	-6.428	6.541	22.653	0.248	-0.031	0.374
O	-9.377	-3.689	-3.853	0.318	0.035	-0.323
O	-3.985	-3.721	22.245	-0.049	-0.038	-0.278
O	-8.617	-1.905	22.937	-0.203	-0.204	-0.212
O	4.105	1.973	-5.271	-0.18	-0.372	-0.248
O	-1.796	4.908	23.014	0.16	0.396	0.91
O	-4.937	-7.574	-5.295	0.623	-0.078	0.324
O	-9.637	2.331	-5.014	0.121	0.44	0.249
O	3.321	-2.441	25.778	-0.165	-0.315	-0.338
O	-6.62	0.033	26.439	0.075	0.215	-0.196
O	-10.755	2.265	-7.408	0.251	0.339	-0.411
O	-0.014	-7.772	22.035	-0.398	-0.287	0.288
O	1.401	1.064	22.801	-0.331	0.009	-0.601
O	3.675	-4.326	22.875	-0.032	-0.218	0.164
O	-7.951	2.374	-3.059	-0.01	-0.094	0.131
O	-0.1	-2.041	24.031	0.718	-0.028	0.417
O	-8.685	-7.108	-7.242	0.046	0.126	0.311
O	-4.399	-2.5	-6.487	0.087	0.115	0.087
O	-5.157	2.063	-6.033	-0.407	-0.314	0.295
O	5.248	4.331	-5.828	-0.438	0.259	0.135
O	-2.196	7.522	-6.181	-0.3	-0.151	0.11

Results
total energy: -102534.662 eV
total energy less fixed offsets of O -438.25, Si -107.07 eV per atom: -4.962 eV
